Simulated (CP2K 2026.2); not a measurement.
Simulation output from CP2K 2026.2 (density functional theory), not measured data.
Periodic cell of 444 atoms, Si328O116, from a study of silicon, its oxide and their interface. The atomic structure is a simulated model.
Doubt: the forces sum to 2.50 eV/angstrom along one axis rather than to zero, so they err by at least 0.0056 eV/angstrom per atom on average; the grid cutoff is modest.

Settings: functional PBE; method Gaussian and plane waves; basis set DZVP-MOLOPT-SR-GTH; pseudopotentials GTH-PBE; grid cutoff 350 Ry, relative cutoff 50 Ry; k points Gamma only; occupations fixed; spin none; net charge 0.

Cell vectors (angstrom)
a	16.4025	0	0
b	0	16.4025	0
c	0	0	30.4742

Atoms and the computed forces on them: element, x, y, z (angstrom), force x, y, z (eV/angstrom)
Si	0.2649	0.1881	0.2464	0.1392	0.1441	-0.1342
Si	3.3326	2.4443	0.1136	0.0439	0.0057	-0.2225
Si	15.2454	3.0338	30.0051	-0.0979	-0.2544	0.2741
Si	2.6907	7.9051	30.4181	-0.2142	-0.0691	-0.1431
Si	16.3504	11.3619	0.3213	0.0516	0.0316	-0.2
Si	2.4272	14.2678	30.4662	-0.0079	-0.226	-0.2416
Si	5.4671	0.1683	0.2411	-0.0165	0.0061	-0.4038
Si	8.0748	2.7919	0.5082	-0.0237	0.1756	-0.7271
Si	5.7942	4.8908	0.1304	0.4465	-0.121	-0.0903
Si	9.0573	7.7926	29.9809	0.3306	0.2554	0.1419
Si	5.4013	10.2896	30.4223	-0.0852	0.3745	0.0362
Si	8.46	13.321	0.275	0.0082	0.0751	-0.2217
Si	10.2539	0.5246	0.067	-0.0339	-0.1874	-0.3226
Si	12.8745	2.877	30.0885	0.1292	-0.0584	0.0115
Si	11.013	5.4215	0.2312	-0.0561	-0.2867	-0.2256
Si	14.0517	7.6547	30.1159	-0.3825	0.3578	0.122
Si	10.7571	11.1201	30.3651	-0.0358	-0.0315	-0.2536
Si	14.0959	13.5335	30.2996	-0.0684	0.202	-0.4752
Si	1.6668	1.4457	1.5756	0.1527	0.0494	-0.2749
Si	4.3303	3.9326	1.6792	-0.1098	-0.0524	-0.2879
Si	1.3232	6.3478	1.3969	-0.022	0.1482	0.0434
Si	3.9296	9.3757	1.477	0.0229	-0.4149	-0.0564
Si	1.4588	12.6002	1.5412	-0.0419	0.1919	-0.2459
Si	4.1516	15.0388	1.4526	0.0363	0.0876	-0.1799
Si	6.8515	1.3203	1.7524	-0.2632	-0.141	-0.0528
Si	9.5763	4.1854	1.6123	0.0946	-0.057	-0.0792
Si	7.0415	6.8176	1.0446	-0.0571	-0.416	-0.2887
Si	9.7752	9.3996	1.2293	-0.064	0.1311	-0.3048
Si	6.7663	12.0006	1.254	-0.0104	-0.1587	-0.2425
Si	9.5768	15.0498	1.4376	-0.1068	0.0196	-0.1404
Si	12.067	1.4696	1.3447	-0.0888	0.0132	-0.0612
Si	15.8885	4.4819	1.3736	-0.0825	0.0755	0.0269
Si	12.5325	6.79	1.3276	0.2749	0.0221	0.0312
Si	15.2236	9.3986	1.1767	0.0201	-0.0945	-0.2036
Si	12.4477	12.3262	1.1318	-0.1082	-0.0443	-0.1187
Si	15.0651	15.1968	1.291	0.0701	-0.1872	-0.1384
Si	0.255	2.8146	2.8571	-0.0149	0.0944	0.0951
Si	2.8895	16.393	2.9317	0.1515	0.0898	-0.0287
Si	0.155	8.0881	2.6767	0.0243	0.0645	-0.2065
Si	2.8639	5.3531	2.8636	0.0376	-0.0307	-0.0216
Si	16.3855	13.856	2.8129	0.0072	0.0759	0.1892
Si	2.7589	10.9857	2.7496	-0.0869	0.1628	0.032
Si	5.5644	2.656	3.1255	-0.0844	-0.1198	0.0432
Si	8.2611	16.3162	2.9209	0.1086	-0.053	0.1141
Si	5.5587	8.0822	2.6181	0.0856	-0.0448	-0.001
Si	8.2105	5.5895	2.8144	-0.1241	0.1913	-0.2024
Si	5.5018	13.509	2.6788	-0.0591	-0.012	-0.1067
Si	8.2612	10.7502	2.6171	0.1258	-0.0597	0.0781
Si	10.9489	2.7894	2.8895	-0.0582	-0.0431	0.1328
Si	13.6403	0.1068	2.6272	-0.2112	0.1015	-0.0315
Si	11.1432	8.1751	2.6918	0.008	-0.019	0.0087
Si	13.9496	5.4218	2.6473	0.0742	-0.1054	-0.0919
Si	11.1043	13.6843	2.6407	-0.0321	-0.0181	-0.0221
Si	13.7616	10.8641	2.5598	0.0331	-0.0892	-0.2099
Si	1.5413	4.0814	4.3275	-0.0811	-0.0408	-0.0128
Si	4.1715	1.3062	4.395	-0.0229	-0.0723	-0.0008
Si	1.4035	9.5678	4.0606	0.0196	-0.127	0.143
Si	4.2253	6.8022	4.119	0.0077	-0.0427	0.0506
Si	1.4022	15.0972	4.2242	-0.085	-0.0038	0.0336
Si	4.1485	12.2712	4.1414	0.0361	-0.105	0.0911
Si	6.936	4.1698	4.2596	-0.0127	0.0593	0.0387
Si	9.6059	1.3668	4.2277	0.0837	0.0164	-0.0065
Si	6.8855	9.4691	4.0594	0.0462	0.0721	-0.0211
Si	9.6967	6.8868	4.1088	-0.0357	0.0075	0.0245
Si	6.8413	14.8962	4.1335	0.0688	0.0516	0.0502
Si	9.6501	12.2504	3.968	-0.0391	0.0236	-0.1394
Si	12.4695	4.137	4.0962	0.0113	-0.0105	-0.0286
Si	15.0875	1.4279	4.0442	0.0508	0.0475	-0.0608
Si	12.4147	9.6014	4.0649	0.0288	0.0218	0.0562
Si	15.1388	6.8454	4.1159	0.0921	-0.0882	-0.0122
Si	12.3797	15.0776	4.073	0.0342	-0.0418	-0.006
Si	15.0549	12.2961	4.0257	0.094	-0.0127	-0.0135
Si	0.0113	0.0185	10.9701	-0.0206	0.0394	-0.1036
Si	2.7516	2.7625	10.972	0.0216	-0.0163	-0.0938
Si	0.0187	5.5142	10.9744	0.0077	0.0026	-0.0853
Si	2.7569	8.2368	10.9758	0.0022	-0.0006	-0.1095
Si	0.0209	10.9629	10.9733	0.0083	0.0132	-0.0953
Si	2.7534	13.6703	10.9716	-0.02	0.0133	-0.1033
Si	5.4902	0.0088	10.9748	-0.0105	-0.0103	-0.0899
Si	8.2311	2.7517	10.9837	-0.0191	0.0329	-0.0937
Si	5.4941	5.4954	10.9797	-0.0038	0.0044	-0.0975
Si	8.2239	8.2361	10.9687	-0.047	0.0289	-0.1134
Si	5.4829	10.9491	10.9709	-0.0268	0.0234	-0.1053
Si	8.2239	13.6837	10.9683	0.0089	0.0098	-0.0966
Si	10.954	0.0229	10.966	-0.0138	0.0294	-0.0986
Si	13.6892	2.767	10.9602	-0.0184	0.0122	-0.1002
Si	10.9665	5.5043	10.9719	-0.0011	0.0056	-0.0929
Si	13.7004	8.2375	10.9642	0.0031	-0.0011	-0.1072
Si	10.9632	10.9617	10.9684	0.0087	-0.0249	-0.1016
Si	13.6848	13.6942	10.9572	-0.0213	0.0113	-0.1194
Si	1.3604	1.4118	12.3293	0.0171	-0.0184	0.0957
Si	4.1015	4.1389	12.3445	-0.0128	-0.0047	0.0931
Si	1.3807	6.8819	12.3421	-0.008	0.0172	0.0909
Si	4.1087	9.6023	12.3483	0.0294	-0.014	0.0906
Si	1.3839	12.3231	12.3559	0.0319	0.0003	0.0904
Si	4.0997	15.0601	12.3371	0.0309	0.0207	0.0915
Si	6.8244	1.4082	12.3514	-0.0074	-0.0166	0.0828
Si	9.5797	4.1487	12.3392	0.0238	-0.0311	0.0976
Si	6.8376	6.8894	12.3384	0.0511	-0.0408	0.0933
Si	9.5788	9.608	12.3338	0.0019	0.0066	0.0876
Si	6.8316	12.3357	12.3269	-0.0164	-0.0194	0.0744
Si	9.5608	15.08	12.333	-0.0052	0.0033	0.0783
Si	12.3142	1.4099	12.3158	0.0098	-0.0008	0.0777
Si	15.0388	4.1464	12.3241	-0.0054	-0.0419	0.0776
Si	12.3285	6.8775	12.3367	0.0013	-0.0027	0.0769
Si	15.0555	9.5991	12.3481	-0.0292	-0.0092	0.0736
Si	12.3089	12.3499	12.3337	0.0276	0.0158	0.0884
Si	15.0394	15.0624	12.3318	0.0007	-0.0243	0.0931
Si	16.3934	2.7894	13.6954	-0.0189	0.0407	-0.0962
Si	2.7199	0.041	13.6878	-0.0034	0.0222	-0.0837
Si	0.0214	8.2369	13.7291	0.0534	-0.0498	-0.0736
Si	2.7222	5.5042	13.7115	0.0393	-0.0131	-0.0866
Si	0.0075	13.7047	13.7035	-0.0578	0.025	-0.1012
Si	2.743	10.949	13.7338	-0.0134	0.0099	-0.0543
Si	5.4411	2.7757	13.7331	0.0232	-0.002	-0.039
Si	8.1804	0.0356	13.7127	0.0188	-0.0139	-0.0351
Si	5.4592	8.2392	13.7212	-0.0543	0.0431	-0.0822
Si	8.1932	5.522	13.699	-0.088	0.0653	-0.0978
Si	5.4564	13.6887	13.7039	0.0158	0.0185	-0.0692
Si	8.1948	10.9779	13.6874	-0.007	0.0189	-0.104
Si	10.9597	2.7805	13.6856	-0.0088	0.004	-0.0838
Si	13.6707	0.0458	13.6783	-0.0391	0.0273	-0.087
Si	10.9362	8.2304	13.6927	0.0091	-0.0194	-0.094
Si	13.6891	5.5101	13.7073	-0.0099	0.0036	-0.0537
Si	10.9266	13.7225	13.6945	0.0021	-0.0194	-0.0712
Si	13.6768	10.9809	13.6905	-0.0039	0.0103	-0.0921
Si	1.3114	4.1812	15.0837	0.0084	-0.0598	0.0632
Si	4.0127	1.433	15.0948	-0.0597	-0.0457	0.0826
Si	1.3703	9.5981	15.1267	0.0495	0.0017	0.087
Si	4.0636	6.8822	15.0832	0.0023	-0.0222	0.0248
Si	1.3553	15.0935	15.0644	0.0468	0.0073	0.0826
Si	4.1135	12.3198	15.0932	-0.0118	-0.027	0.0667
Si	6.7911	4.1996	15.0737	0.09	0.0093	0.0144
Si	9.5741	1.4276	15.0325	-0.0219	0.034	0.0366
Si	6.8449	9.6118	15.0633	0.0241	-0.0061	0.0918
Si	9.5714	6.8666	15.0734	-0.014	0.0131	0.1045
Si	6.7742	15.0847	15.0814	-0.0183	-0.0229	0.0443
Si	9.5138	12.3876	15.0475	0.0024	-0.0061	0.0523
Si	12.3059	4.154	15.0687	0.0021	0.0046	0.0824
Si	15.0281	1.4129	15.0436	-0.0181	-0.0283	0.082
Si	12.2686	9.6408	15.0304	-0.0058	0.0154	0.0537
Si	15.0683	6.8521	15.0906	-0.0221	0.0094	0.0066
Si	12.2873	15.1102	15.0466	0.0258	-0.0111	0.0535
Si	15.0539	12.3284	15.0682	-0.0098	0.0466	0.0743
Si	16.3991	0.0844	16.4298	-0.0667	-0.0396	0.0551
Si	2.5939	2.8018	16.476	-0.0189	0.0541	-0.091
Si	16.4004	5.5135	16.5568	-0.0086	0.0569	0.1686
Si	2.7002	8.1889	16.5136	-0.0266	0.0569	0.0136
Si	0.0095	10.9876	16.4924	0.0714	-0.0224	-0.103
Si	2.6871	13.6768	16.4127	0.0127	0.0825	-0.0849
Si	5.3478	0.0248	16.4331	0.0023	-0.0168	-0.0189
Si	8.2276	2.8491	16.357	0.0096	0.0124	-0.0269
Si	5.4019	5.5471	16.4754	-0.051	0.0226	0.0366
Si	8.2088	8.2501	16.4361	-0.0236	-0.0076	-0.0421
Si	5.5128	10.9678	16.4667	-0.033	0.0035	-0.0186
Si	8.1602	13.7511	16.4612	0.0018	-0.0603	-0.0337
Si	10.9199	0.0765	16.4256	-0.0903	0.011	-0.0623
Si	13.6877	2.7878	16.4186	0.0357	0.0129	-0.0307
Si	10.9172	5.4873	16.4584	0.0124	-0.0721	0.013
Si	13.676	8.2793	16.33	-0.0469	-0.0693	-0.0779
Si	10.8551	11.0002	16.3777	0.024	0.0374	0.0831
Si	13.6695	13.7321	16.3685	0.0056	-0.0106	0.1258
Si	1.2006	1.4972	17.9274	-0.1231	0.0811	0.0921
Si	3.8706	4.264	17.8048	-0.1517	0.1685	0.0049
Si	1.2693	6.9584	18.028	0.037	-0.1066	0.1495
Si	4.1889	9.5153	17.79	0.1369	-0.2103	-0.0965
Si	1.4361	12.3096	17.8704	-0.0273	0.0468	0.0964
Si	3.9364	15.0521	17.833	-0.0158	0.0146	-0.0112
Si	6.7233	1.5555	17.5829	-0.0254	0.0387	-0.2522
Si	9.5921	4.0699	17.8903	0.0355	0.0225	0.1619
Si	6.8715	6.8656	17.8179	0.0481	-0.0456	0.0251
Si	9.5197	9.6577	17.8285	-0.013	0.1355	0.0544
Si	6.8276	12.3751	17.8795	0.0056	-0.0703	0.1386
Si	9.4495	15.229	17.7987	0.0143	0.0291	0.0317
Si	12.3343	1.422	17.7632	-0.0066	-0.0205	-0.015
Si	15.0109	4.0794	17.9044	0.102	-0.0563	-0.0152
Si	12.339	6.9315	17.6808	-0.0239	0.0245	-0.1036
Si	14.9452	9.6345	17.7515	-0.0226	0.0247	0.0419
Si	12.194	12.433	17.6863	-0.2167	0.0555	-0.0706
Si	15.0943	15.0411	17.7628	0.1202	-0.1218	-0.0448
Si	16.2017	2.7607	19.5631	-0.027	-0.1034	0.1754
Si	2.531	0.0554	19.1842	0.065	-0.0282	0.2128
Si	16.1302	8.3901	19.3408	0.1548	-0.0759	0.149
Si	2.6203	5.5391	19.4755	0.0104	0.0612	0.1907
Si	0.0243	13.6645	19.2425	-0.0398	0.1245	0.0086
Si	2.8839	10.8658	19.1181	0.0128	0.0897	0.1218
Si	5.312	2.8586	18.8976	0.0936	-0.0508	0.1694
Si	8.0159	0.33	19.0141	0.1075	-0.0638	0.1008
Si	5.5913	8.2233	19.2531	-0.0782	0.1126	0.1897
Si	8.174	5.4724	19.2315	-0.07	-0.1529	0.2939
Si	5.3605	13.725	19.1953	0.0691	-0.2302	0.2314
Si	8.1899	11.0117	19.3504	0.0619	-0.0246	0.1447
Si	11.0724	2.6672	19.2935	-0.1609	0.1651	0.1523
Si	13.7044	0.0334	19.0282	-0.0127	-0.0483	0.2645
Si	10.9828	8.2544	19.0356	0.0682	0.1684	0.1272
Si	13.6179	5.5497	19.0516	-0.0215	0.1265	0.1501
Si	10.8407	13.8447	19.0942	0.1531	0.0156	0.1452
Si	13.5252	11.0118	18.9791	-0.1382	0.03	0.1199
Si	0.8996	4.4433	20.9565	0.1159	-0.0161	0.1375
Si	4.1846	1.3335	20.2569	-0.1419	-0.0455	0.3972
Si	1.3596	9.699	20.4867	0.0894	-0.0278	0.1779
Si	4.4743	6.6343	20.6123	0.0292	-0.1951	0.0284
Si	0.9548	15.3585	20.6417	0.2872	-0.2953	0.5092
Si	4.4713	11.9445	20.579	-0.1499	0.4077	0.0434
Si	6.447	4.2226	20.4102	0.053	0.077	0.0129
Si	9.4954	1.4	20.5636	0.031	-0.0338	0.0106
Si	6.7625	9.7066	20.8146	-0.0222	-0.1566	-0.1349
Si	9.8259	6.7656	20.3874	-0.0546	-0.024	-0.1085
Si	6.3913	15.5575	20.2487	-0.0657	-0.0387	0.5071
Si	9.8233	12.3185	20.5553	0.1653	0.1944	0.3182
Si	12.1065	4.4918	20.4964	-0.0784	-0.2336	0.1583
Si	14.889	0.9941	20.8344	-0.0403	-0.0167	-0.0513
Si	11.9908	9.9122	20.4168	0.1793	-0.0715	0.4254
Si	14.979	6.6629	20.6226	-0.2892	0.1149	0.0839
Si	12.5323	14.9257	20.3412	-0.1932	-0.0234	0.2477
Si	14.6356	12.5538	20.294	-0.076	-0.0724	0.3343
Si	3.3476	1.8228	23.1046	0.271	-0.2697	0.3843
Si	5.3604	1.2213	25.1828	-0.0416	-0.0698	0.3991
Si	3.1212	8.4961	22.4716	-0.1568	-0.1704	0.4057
Si	3.251	15.6881	25.9998	-0.1496	0.3201	0.01
Si	1.7677	15.6439	23.5033	0.176	-0.1461	0.4452
Si	12.8029	14.0684	24.5234	0.0993	-0.1243	0.2579
Si	8.7765	8.5226	22.9097	0.1962	-0.1515	0.4647
Si	8.2963	15.9109	22.4327	0.0668	0.0341	0.3224
Si	12.79	0.1103	22.9775	-0.0019	-0.2043	0.3192
Si	11.0057	7.1488	24.2969	-0.1783	-0.1014	0.3749
Si	2.8505	6.9348	24.836	-0.0887	-0.097	0.2582
Si	7.0312	3.8439	25.3527	-0.1435	0.0307	0.3467
Si	5.1867	8.2514	28.3885	-0.0896	-0.0471	-0.3378
Si	1.894	4.2599	23.9832	0.1278	0.2614	0.3779
Si	7.9665	0.0142	26.2257	0.0228	0.2815	-0.054
Si	0.5415	14.8137	25.956	0.0081	0.0385	0.1702
Si	13.0777	6.038	25.8677	-0.2729	0.0646	0.0696
Si	14.5324	11.8216	23.2479	0.0797	0.0924	0.4183
Si	2.5806	11.3229	22.5744	-0.1775	0.1601	0.2999
Si	9.1736	2.6242	26.7181	-0.2036	0.1594	-0.1401
Si	1.1413	5.4958	26.6639	0.0496	0.1179	-0.3034
Si	0.7011	11.9917	24.898	-0.2309	0.0317	0.3174
Si	1.1227	9.8278	28.6605	0.089	0.1057	-0.381
Si	10.7083	0.8751	25.2268	-0.1909	0.0497	-0.0135
Si	5.2486	6.0081	26.4027	0.0814	-0.2348	-0.4279
Si	13.1094	5.7743	22.8658	0.0666	-0.0075	0.4051
Si	9.8498	10.8724	24.7716	0.2502	0.1753	0.2062
Si	11.4021	1.3957	28.0084	-0.1177	-0.0674	-0.5494
Si	15.3373	10.6896	26.882	0.0009	0.1179	-0.3132
Si	7.8145	2.5465	22.6035	-0.0546	0.1423	0.4794
Si	13.1211	8.7018	27.2969	0.1454	-0.033	-0.4248
Si	3.5185	4.5561	28.4025	0.0246	-0.1695	-0.4399
Si	4.2264	13.4571	27.8839	-0.094	0.3036	-0.3515
Si	3.8579	10.63	27.8012	0.0541	0.1673	-0.3252
Si	6.8779	14.7254	28.5531	0.0327	0.165	-0.2561
Si	12.4385	9.8399	23.5914	-0.0646	0.1225	0.0831
Si	9.7867	13.5673	23.6107	0.0446	-0.1503	0.2887
Si	10.2604	9.6237	27.6823	0.0761	0.0629	-0.1596
Si	14.8517	5.2584	28.0512	0.0432	0.145	-0.6007
Si	14.3712	13.742	27.22	0.1413	0.0388	-0.2842
O	1.3024	15.444	29.9808	-0.1973	0.1226	0.1208
O	5.8769	2.7099	25.6404	0.1964	0.2011	0.0896
O	6.2342	16.0034	29.3452	-0.0978	-0.0181	0.5261
O	15.9391	1.4844	29.8647	-0.063	0.066	0.253
O	15.4267	3.8201	28.5606	0.098	-0.0148	-0.0839
O	4.5897	5.2066	29.4663	0.6432	0.2321	0.2786
O	1.0735	11.1541	29.5848	0.1002	-0.0331	0.1276
O	15.2317	12.3551	30.0689	-0.1539	-0.0386	0.2709
O	13.8714	10.0136	26.6652	-0.3051	-0.1771	0.0886
O	4.0014	12.0614	27.0464	0.0812	-0.1268	0.1113
O	3.1196	13.6756	29.0684	-0.1942	0.0095	0.102
O	4.3613	1.2391	30.0989	-0.012	-0.0794	0.4575
O	1.733	15.7231	26.6645	-0.2038	-0.1012	0.0149
O	9.0429	1.6491	30.1972	0.1974	-0.1902	0.5323
O	6.9669	3.7402	30.0594	-0.0776	0.3825	0.5304
O	3.8159	7.7524	29.1623	-0.1729	0.0063	0.2916
O	9.1829	8.6729	28.5056	-0.3887	-0.4331	0.5532
O	9.3922	7.4746	24.121	-0.0059	0.0775	-0.1684
O	4.3165	10.9777	29.3478	0.1295	0.0401	0.2418
O	6.1223	9.0039	29.5452	0.2219	0.155	0.1484
O	8.1165	14.0977	29.3552	-0.0391	0.0216	0.3728
O	8.1574	1.3872	27.0992	-0.062	-0.1533	0.0158
O	11.1917	14.1061	24.2701	-0.0926	-0.0637	0.1645
O	10.3471	2.6736	27.8379	0.0091	-0.2079	0.4138
O	10.8011	0.2149	28.9814	-0.0989	-0.0136	0.3651
O	4.0742	0.7109	26.0965	0.0835	-0.1139	-0.2042
O	10.1051	6.4744	29.7391	-0.4355	0.4021	0.1283
O	11.957	4.283	29.899	0.2424	-0.2736	-0.1525
O	14.6121	6.2601	29.3432	-0.0509	0.132	0.4246
O	13.3898	8.5719	28.905	0.2502	-0.1733	0.3198
O	9.5723	12.2468	30.1928	0.0078	-0.1358	0.5462
O	10.9436	10.6609	28.7582	0.0284	0.3995	0.6981
O	13.1747	13.8125	26.1033	-0.2368	0.1552	-0.1343
O	15.0295	12.248	27.2368	0.1554	-0.1949	0.2467
O	1.0538	4.0228	22.598	-0.3597	-0.164	-0.7363
O	15.5454	14.8329	26.7953	-0.0452	0.1915	0.1301
O	5.2281	0.1887	20.8761	-0.0693	-0.0847	-0.482
O	7.7589	3.5042	23.9339	0.3714	-0.1936	-0.2282
O	2.7083	5.6606	23.828	0.1841	-0.0525	-0.1787
O	1.9889	8.3655	21.2965	-0.314	0.1644	-0.1
O	4.2646	7.4173	22.0778	0.1248	0.2609	0.0817
O	5.5086	5.4139	21.0848	-0.1683	0.0527	-0.4307
O	2.0628	11.6775	24.0754	0.252	0.111	-0.3164
O	1.6638	14.8386	22.0908	-0.2698	0.1614	-0.637
O	3.5166	12.4774	21.872	-0.0293	-0.1335	-0.3542
O	4.8379	9.4284	27.2773	0.121	-0.2732	0.0434
O	6.6355	3.1437	21.6563	0.1307	0.1358	-0.0907
O	13.4704	15.5008	24.0822	0.1396	0.1817	-0.1668
O	9.1644	2.6358	21.6677	-0.0764	0.0023	-0.2321
O	7.2944	8.8756	22.2241	-0.353	0.3527	-0.4341
O	5.741	10.9964	21.1572	-0.4593	0.2533	-0.1175
O	10.7699	5.4477	20.7485	0.0098	0.3141	-0.2732
O	11.5748	6.3246	23.0177	0.0355	-0.02	-0.0206
O	9.5639	16.382	21.483	0.2103	0.4398	0.0217
O	7.1637	15.0624	21.6264	0.1624	-0.2488	-0.1577
O	9.8384	12.978	22.0883	-0.3763	-0.0319	-0.5133
O	10.8996	11.0949	20.7109	-0.0155	-0.03	0.0322
O	13.5266	5.0112	27.0711	-0.0138	0.0312	0.3737
O	12.9315	4.3915	21.9803	-0.2564	-0.1943	-0.3893
O	13.8994	1.0903	22.2358	0.564	0.4078	-0.3482
O	16.0843	16.289	21.2058	0.0476	0.2931	-0.2077
O	12.3677	9.521	21.9902	0.1769	-0.2338	-0.4002
O	16.2164	5.6851	21.078	0.3037	-0.0484	-0.0967
O	14.0606	6.8358	22.0304	0.3446	0.0692	-0.51
O	13.6299	13.7725	20.7917	0.0929	-0.1646	-0.2198
O	12.1128	15.6221	21.7918	-0.0569	-0.0088	-0.5783
O	1.2414	10.8778	21.7053	-0.1526	-0.2105	-0.3883
O	0.0819	10.7034	25.6993	0.061	-0.1895	0.1506
O	0.4113	15.4096	24.4201	0.0902	-0.0685	-0.2268
O	4.362	4.7535	26.988	-0.232	0.0492	0.4234
O	2.9973	3.0741	24.0767	-0.0817	-0.0202	-0.1544
O	2.0629	0.8105	23.1938	-0.2218	0.302	-0.1838
O	2.5215	8.247	23.9666	0.1355	0.1999	-0.3575
O	1.1248	4.3535	25.4519	-0.2012	-0.0557	0.0785
O	7.6897	0.9534	22.9884	-0.0929	-0.2291	0.0384
O	3.559	2.2126	21.5407	0.1916	0.0802	-0.4889
O	9.9596	2.3414	25.2882	0.1334	-0.1246	0.0552
O	12.7502	2.0045	28.6628	0.0244	0.1666	0.311
O	3.0472	15.1747	24.4445	0.063	0.0411	-0.1232
O	9.1073	9.945	23.644	-0.0755	-0.1267	-0.4393
O	9.5373	7.8581	21.621	0.2238	-0.1768	-0.3922
O	9.2446	12.3883	24.6257	-0.3014	-0.0186	0.1172
O	6.6306	0.1991	25.2858	0.0715	-0.1614	0.0416
O	11.557	0.8255	23.8334	-0.0609	0.1154	-0.2421
O	13.3753	12.9067	23.5576	0.0029	-0.043	-0.3704
O	11.4401	6.2444	25.6259	0.1363	-0.0429	0.1407
O	13.699	7.45	26.4258	-0.1111	0.0021	-0.1188
O	3.6089	10.0412	22.5608	0.0763	-0.0019	0.0254
O	14.8567	11.669	21.6746	0.204	0.0639	-0.4261
O	7.5709	15.1538	27.1456	-0.0145	-0.2974	0.2576
O	6.3874	5.3391	25.4415	0.0245	0.1176	0.0221
O	5.8617	6.996	27.5742	0.3067	0.2591	0.6142
O	4.3536	6.9778	25.4497	-0.0201	0.3339	0.1524
O	5.7574	13.5436	28.4377	-0.013	-0.2101	0.2747
O	9.4407	16.23	25.4981	0.1408	-0.0089	-0.2783
O	15.8825	12.4216	23.9229	-0.0527	-0.0073	-0.1255
O	4.7777	1.2394	23.6596	-0.0907	0.0168	-0.3414
O	13.7035	5.5825	24.4051	-0.0448	-0.1442	-0.3132
O	11.4201	10.9509	24.2678	0.1286	-0.0706	0.1148
O	16.0445	9.7182	27.9902	0.2266	-0.0888	0.4744
O	13.9737	10.3861	23.8381	0.1039	0.0298	-0.0127
O	1.0438	13.2473	25.8872	-0.1543	-0.1866	0.2235
O	3.0749	3.1279	29.0687	-0.1476	0.0739	0.2942
O	1.3744	8.521	29.5952	-0.1107	0.0352	0.3262
O	16.0359	5.8572	27.1029	-0.0418	0.1539	0.0388
O	4.1741	14.637	26.777	0.2366	-0.3646	0.042
O	13.7897	14.0722	28.7163	-0.1571	0.0791	0.7122
O	2.3378	10.0681	27.6095	-0.0878	0.1459	-0.1462
O	1.7448	6.875	26.0245	0.036	-0.0158	-0.0324
O	8.2076	3.9148	26.5152	0.0245	0.0498	-0.1996
O	2.0403	5.1701	27.9989	0.0933	0.0191	0.4405
O	11.9788	8.4766	24.354	-0.0737	-0.0956	0.2338
O	8.7545	14.8255	23.554	-0.0965	0.2323	-0.216
O	11.7143	0.7525	26.5256	-0.0619	0.1795	0.0208
O	11.5127	8.7559	27.1007	-0.0039	-0.1261	-0.1027
O	9.6313	10.3588	26.328	0.1632	-0.3636	0.146
Si	0.0047	0.0693	5.511	0.0858	0.0043	-0.0361
Si	2.8214	2.7047	5.6945	-0.0049	0.0204	0.0192
Si	0.0799	5.4928	5.5378	0.029	0.0139	-0.0554
Si	2.804	8.2077	5.4451	0.0838	0.1333	-0.1101
Si	0.0269	10.9408	5.4308	-0.0341	0.0059	-0.0925
Si	2.7777	13.6559	5.5142	-0.0509	0.0377	-0.1036
Si	5.5696	16.2945	5.5972	-0.0962	0.0032	-0.0317
Si	8.2751	2.758	5.5775	0.0387	-0.0214	0.0374
Si	5.5332	5.4953	5.5854	-0.0538	-0.045	-0.0348
Si	8.2898	8.2065	5.4883	-0.009	0.0122	-0.0747
Si	5.5381	10.8828	5.4594	0.03	0.0102	-0.0737
Si	8.2882	13.5813	5.4401	-0.0421	-0.0392	-0.0511
Si	11.0047	16.3864	5.5085	-0.0089	0.028	-0.0257
Si	13.7592	2.7511	5.4948	-0.0506	0.036	-0.0407
Si	11.0476	5.4889	5.4634	0.0259	0.0185	-0.0775
Si	13.7446	8.2202	5.4644	0.0153	0.019	-0.1264
Si	11.0012	10.9451	5.4209	0.0136	-0.0303	-0.0908
Si	13.7159	13.6683	5.4369	-0.0273	0.0539	-0.0572
Si	1.3706	1.3639	6.9504	-0.0647	0.0766	0.1059
Si	4.1785	4.1317	6.9661	0.0399	-0.0527	0.0962
Si	1.4385	6.8802	6.8725	-0.018	-0.0365	0.0387
Si	4.1451	9.5695	6.8494	0.0029	-0.0589	0.0372
Si	1.3824	12.2927	6.8411	0.0279	-0.0296	0.088
Si	4.1327	14.9897	6.9235	0.0387	0.0136	0.0947
Si	6.8997	1.3544	6.9082	0.0132	0.0276	0.0738
Si	9.667	4.147	6.8764	0.0448	-0.0826	0.068
Si	6.9144	6.8769	6.8967	0.0386	-0.0549	0.0778
Si	9.6378	9.6015	6.8341	-0.0448	0.0246	0.0805
Si	6.8979	12.2611	6.8358	0.0467	-0.0171	0.0626
Si	9.6138	15.0004	6.8348	0.0045	0.0227	0.0401
Si	12.3626	1.3836	6.855	0.0396	-0.0377	0.0652
Si	15.0947	4.1279	6.8848	0.0181	-0.0296	0.046
Si	12.3677	6.8748	6.8478	-0.036	-0.0011	0.0826
Si	15.0833	9.5954	6.8376	0.0102	0.0195	0.1001
Si	12.3383	12.3189	6.8174	-0.0061	0.0409	0.0811
Si	15.0576	15.0462	6.8385	0.0576	-0.0379	0.0708
Si	0.0237	2.7642	8.2783	0.0314	-0.005	-0.0559
Si	2.7603	16.3853	8.2684	-0.0135	-0.0299	-0.0879
Si	0.0444	8.2415	8.222	0.0299	0.0143	-0.0844
Si	2.775	5.5097	8.2675	-0.002	0.0027	-0.0782
Si	0.0243	13.6767	8.2128	0.0128	0.0379	-0.0964
Si	2.7629	10.9394	8.2114	-0.0106	0.0221	-0.0859
Si	5.5334	2.7292	8.2818	-0.0245	0.0087	-0.0664
Si	8.267	16.3801	8.2363	0.0064	0.0453	-0.0657
Si	5.5125	8.2281	8.2414	0.0055	0.0249	-0.0897
Si	8.2731	5.4946	8.2491	-0.0405	0.0227	-0.0909
Si	5.5278	13.6263	8.2371	-0.0456	0.0195	-0.0808
Si	8.2589	10.9341	8.2274	-0.0097	0.0303	-0.0831
Si	10.9972	2.751	8.2364	-0.027	0.0369	-0.0892
Si	13.7027	0.006	8.2283	-0.0311	0.0369	-0.0909
Si	10.9882	8.235	8.217	0.0036	-0.0193	-0.0996
Si	13.7111	5.5023	8.2294	-0.0031	-0.0144	-0.087
Si	10.9773	13.6644	8.218	-0.0244	-0.02	-0.0745
Si	13.7022	10.9585	8.2015	0.0097	-0.0124	-0.0941
Si	1.3928	4.1449	9.6207	-0.0167	-0.0017	0.112
Si	4.1231	1.3759	9.6187	-0.0126	0.0389	0.1117
Si	1.3956	9.6007	9.6032	0.0093	-0.0142	0.1066
Si	4.1395	6.8758	9.6195	0.0006	-0.0173	0.1064
Si	1.3756	15.0318	9.6151	0.0381	-0.0268	0.1138
Si	4.1215	12.2996	9.5971	0.0293	-0.0172	0.1047
Si	6.8869	4.1314	9.6191	0.0402	-0.0629	0.1232
Si	9.6038	1.3883	9.5961	0.0211	-0.0357	0.096
Si	6.8678	9.6005	9.6019	0.0129	-0.0285	0.1049
Si	9.6159	6.883	9.6059	-0.0051	-0.0169	0.1001
Si	6.8651	15.0382	9.598	0.0008	0.0162	0.0833
Si	9.6006	12.3196	9.5978	-0.0095	0.0055	0.0931
Si	12.3378	4.1405	9.5992	0.0008	-0.0265	0.0954
Si	15.0484	1.3842	9.608	0.0204	-0.0134	0.0932
Si	12.3399	9.6057	9.5919	-0.0021	0.0138	0.1035
Si	15.0721	6.8778	9.5914	0.0028	-0.0196	0.0888
Si	12.318	15.0547	9.5902	0.0169	0.0069	0.0963
Si	15.0549	12.3227	9.5901	-0.0049	0.0062	0.106

Results
total energy: -85939.100 eV
total energy less fixed offsets of O -438.35, Si -107.03 eV per atom: 15.340 eV
